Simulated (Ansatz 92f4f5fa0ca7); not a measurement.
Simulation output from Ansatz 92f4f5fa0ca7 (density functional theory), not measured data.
Periodic cell of 224 atoms, Si132O90As1H1, from a study of silicon, its oxide and their interface. The atomic structure is a simulated model.
Doubt: the cutoff is far below the 930 eV that the study's wrapper takes by default for these files, so forces and energies are approximate.
This geometry differs little from another in the collection (a relaxation step or a small displacement).

Settings: functional PBE; potential files Ansatz PAW; basis plane waves; wave-function cutoff 580 eV; density cutoff ratio 5; exchange-correlation grid ratio 1; k mesh 1 x 1 x 1, Gamma-centred; self-consistency stop 5e-08 eV per atom in the density residual; occupations fixed; spin none; net charge 0.

Cell vectors (angstrom)
a  10.938  0  0
b  0  10.938  0
c  0  0  32.2941

Atoms and the computed forces on them: element, x, y, z (angstrom), force x, y, z (eV/angstrom)
Si  0.3771  -0.3948  24.8641  -0.0008  0.0068  -0.0095
Si  5.2101  0.2095  24.7462  0.0083  -0.0163  0.0273
Si  2.8619  2.3616  24.713  -0.007  0.0079  0.0012
Si  7.8362  2.8567  24.7313  0.0099  -0.007  0.0288
Si  -0.2777  5.6891  24.923  0.0067  -0.0116  0.0208
Si  5.6928  5.1928  24.8434  -0.0074  0.006  -0.0015
Si  2.5837  8.2498  24.8379  0.0038  -0.0038  0.0138
Si  8.3342  7.769  24.9687  -0.0038  0.0068  0.0079
Si  1.4146  1.2426  26.1862  -0.0077  0.0052  0.0029
Si  6.7442  1.3449  26.1469  0.0024  0.0015  -0.0054
Si  4.0233  4.0192  26.027  -0.0018  0.0011  0.0059
Si  9.5272  3.97  26.0613  -0.0031  0.0037  -0.0109
Si  1.3311  6.8048  26.2174  -0.005  0.0037  -0.0034
Si  6.8283  6.6508  26.3126  -0.0045  0.006  -0.0003
Si  4.145  9.4977  26.092  -0.0003  0.0105  -0.0083
Si  9.5451  9.5048  26.0735  -0.01  -0.0001  0.0066
Si  2.8064  -0.0757  27.5352  0.0061  -0.0064  0.0011
Si  8.2042  -0.0122  27.4597  -0.001  0.0021  0.0016
Si  0.0221  2.6887  27.4695  0.0046  0.0002  0.006
Si  5.4255  2.7525  27.5049  0.0029  0.0002  -0.0005
Si  2.7456  5.4248  27.4851  0  0.0029  0.0069
Si  8.2752  5.3466  27.5679  0.0051  -0.0062  0.005
Si  -0.0159  8.2229  27.5368  0.0094  -0.0032  0.0019
Si  5.5003  8.1742  27.5154  -0.0008  0.0004  0.0079
Si  4.1018  1.3673  28.8759  0.0732  -0.0525  0.16
Si  9.5708  1.3673  28.8759  -0.0262  -0.098  -0.2778
Si  1.3673  4.1018  28.8759  -0.0375  -0.1837  -0.1862
Si  6.8362  4.1018  28.8759  -0.1538  -0.3433  0.3381
Si  4.1018  6.8362  28.8759  -0.0576  -0.118  -0.1506
Si  9.5708  6.8362  28.8759  0.1204  -0.1753  0.1697
Si  1.3673  9.5708  28.8759  0.064  -0.0112  0.2465
Si  6.8362  9.5708  28.8759  0.1537  0.0337  -0.1153
Si  0  0  30.2431  0.0486  -0.0065  -0.0223
Si  5.469  0  30.2431  0.0041  0.1131  0.0027
Si  2.7345  2.7345  30.2431  -0.0669  -0.1099  -0.0083
Si  8.2035  2.7345  30.2431  -0.2097  -0.0626  0.01
Si  0  5.469  30.2431  -0.0324  0.11  0.0014
Si  5.469  5.469  30.2431  0.052  0.0107  -0.02
Si  2.7345  8.2035  30.2431  -0.1647  -0.0439  -0.0042
Si  8.2035  8.2035  30.2431  -0.0416  -0.0496  -0.0211
Si  1.3673  1.3673  31.6104  -0.0296  0.045  0.0037
Si  6.8362  1.3673  31.6104  0.1231  -0.0738  0.0025
Si  4.1018  4.1018  31.6104  -0.0037  0.0227  -0.0235
Si  9.5708  4.1018  31.6104  0.033  -0.0242  -0.0446
Si  1.3673  6.8362  31.6104  0.0824  -0.0633  -0.0067
Si  6.8362  6.8362  31.6104  -0.0308  0.0206  -0.0036
Si  4.1018  9.5708  31.6104  0.0338  -0.0384  -0.0466
Si  9.5708  9.5708  31.6104  0.0222  -0.0124  -0.0181
Si  2.7345  0  0.6835  0.0001  -0.0161  0.0146
Si  8.2035  0  0.6835  -0.1055  0.0466  0.0119
Si  0  2.7345  0.6835  -0.024  0.0069  0.0418
Si  5.469  2.7345  0.6835  -0.0059  -0.0192  0.0016
Si  2.7345  5.469  0.6835  -0.0853  0.0713  -0.0001
Si  8.2035  5.469  0.6835  -0.0088  0.0165  0.0169
Si  0  8.2035  0.6835  -0.0006  -0.0106  0.0036
Si  5.469  8.2035  0.6835  -0.0105  0.0265  0.0434
Si  4.1018  1.3673  2.0507  0.0352  0.0554  0.0489
Si  9.5708  1.3673  2.0507  0.0386  -0.0429  -0.0494
Si  1.3673  4.1018  2.0507  0.1618  0.0564  -0.0377
Si  6.8362  4.1018  2.0507  0.0084  0.0158  0.0672
Si  4.1018  6.8362  2.0507  -0.0256  -0.1262  -0.0437
Si  9.5708  6.8362  2.0507  0.0355  0.0463  0.0613
Si  1.3673  9.5708  2.0507  -0.0333  -0.012  0.0546
Si  6.8362  9.5708  2.0507  0.1546  0.0282  -0.0505
Si  0  0  3.418  -0.1749  0.1271  -0.2041
Si  5.469  0  3.418  0.1816  0.0807  0.1581
Si  2.7345  2.7345  3.418  0.0492  0.4308  -0.3089
Si  8.2035  2.7345  3.418  0.1357  -0.1034  0.1486
Si  0  5.469  3.418  0.184  0.1059  0.1913
Si  5.469  5.469  3.418  -0.455  0.0412  -0.1238
Si  2.7345  8.2035  3.418  -0.0475  -0.2462  0.2462
Si  8.2035  8.2035  3.418  0.0173  0.5027  -0.3744
Si  1.325  1.4444  4.7203  -0.0027  0.0068  -0.002
Si  6.857  1.3754  4.8239  0.0009  -0.0047  -0.0106
Si  4.0734  4.1192  4.8195  -0.0076  0.001  0.0029
Si  9.5769  4.1184  4.7902  -0.0022  -0.004  -0.0042
Si  1.3612  6.8382  4.8563  0.0031  -0.0038  -0.0046
Si  6.7607  6.9349  4.6968  -0.0061  0.0047  -0.0015
Si  4.0847  9.5922  4.7772  -0.0016  -0.0036  -0.0075
Si  9.5444  9.6196  4.7882  -0.0089  0.0067  -0.0033
Si  2.7348  0.1248  6.0122  0.0043  -0.0046  -0.0045
Si  8.2557  0.078  6.2595  0.0044  -0.0058  0.0114
Si  0.0471  2.7926  6.197  0.0028  -0.0032  0.014
Si  5.5175  2.7824  6.1633  -0.0007  -0.0028  -0.0107
Si  2.7131  5.4632  6.3087  0.0028  -0.0019  0.007
Si  8.156  5.5916  5.9531  0.0053  -0.0069  -0.0015
Si  -0.0121  8.2922  6.1601  0.0052  -0.0054  -0.0069
Si  5.4914  8.2992  6.1747  0.0078  -0.0015  0.0074
Si  3.9854  1.5315  7.4298  -0.001  0.0024  0.0158
Si  9.8743  1.2726  7.5958  -0.0118  0.0151  -0.032
Si  1.6816  3.7242  7.6633  -0.004  0.0048  -0.0219
Si  6.657  4.4944  7.3359  0.01  0.0013  0.0107
Si  4.3924  6.6724  7.4649  -0.0137  0.0086  -0.0073
Si  9.2529  7.1141  7.3253  0  -0.0041  0.0083
Si  1.152  9.9951  7.3301  0.0138  -0.0024  0.0293
Si  7.1029  9.4078  7.5598  -0.0062  0.0101  -0.0163
O  9.5195  6.767  24.3618  -0.0002  -0.0028  -0.0111
O  4.0469  1.2886  24.1934  -0.0005  -0.0014  -0.0095
O  8.1706  8.2051  7.9532  -0.0017  0.0023  0.0075
O  2.8989  2.6529  7.9385  0.0035  -0.0031  0.0044
O  6.8131  4.0913  24.3375  -0.0016  0.0038  -0.0074
O  1.47  9.3866  24.423  0.0021  -0.0024  -0.0055
O  5.5113  5.5417  7.935  0.0018  -0.0027  0.0075
O  0.0533  0.1075  8.0197  0.0072  -0.0102  0.0079
O  7.6198  4.0531  8.5791  -0.0016  0.0004  0.002
O  6.5643  10.0276  9.0056  0.0001  0.0002  0.0063
O  9.8541  6.2037  8.571  0.0016  -0.0001  0.0008
O  2.174  9.4544  8.5  -0.0083  -0.0071  -0.0043
O  4.565  0.7743  8.7797  -0.0034  0.0028  -0.0068
O  1.072  3.8498  9.197  -0.0007  0.0022  0.0081
O  9.4127  2.0885  8.9802  -0.0019  0.0007  0.0113
O  3.8897  7.3819  8.8967  -0.0021  0.0034  0.0023
O  7.2579  8.1711  23.766  -0.0015  -0.0032  -0.0011
O  8.1245  2.0774  23.298  0.0039  -0.0006  -0.0149
O  5.1954  5.9207  23.4615  0.0013  -0.0019  0.0039
O  1.975  2.885  23.3981  0.0007  -0.0009  -0.0009
O  10.9755  0.259  23.3844  -0.0016  -0.0027  0.0011
O  0.5742  5.124  23.6358  0.0026  -0.0024  -0.0085
O  3.1899  7.6424  23.4244  0.0011  -0.0015  -0.0024
O  6.009  10.5162  23.4282  -0.0028  0.0003  -0.0096
Si  6.1528  -2.828  20.4328  -0.003  0.0039  0.0044
Si  4.1659  6.7134  22.4953  -0.0026  0.0018  -0.0008
Si  -6.7056  15.2735  11.7737  -0.0019  0.0091  0.0022
Si  5.658  1.6417  12.2892  -0.0004  -0.0026  0
Si  5.9272  0.4638  9.6297  0.0053  0.0017  -0.0061
Si  -1.1202  -0.6253  16.3049  -0.0001  -0.0013  0.0011
Si  -0.0087  -0.4466  13.3963  0.0049  0.0043  0.0065
Si  -1.9367  2.2667  21.9213  0.0011  -0.001  0.0044
Si  5.4673  5.0119  14.2936  -0.0008  0.0012  -0.0003
Si  2.865  3.4502  18.5698  -0.0005  0.0014  -0.0052
Si  2.1731  -2.2797  12.4275  0.0056  -0.0002  -0.0054
Si  2.0585  5.4863  20.6437  0.0004  -0.0046  0.0008
Si  8.079  2.8608  9.5703  0.002  -0.0048  -0.002
Si  0.126  8.0396  20.4457  0.0046  0.0062  -0.0094
Si  12.8499  3.1939  15.9071  -0.0008  0.0003  -0.0015
Si  3.8549  -3.3269  14.6696  0.0007  -0.001  0.0022
Si  -1.3542  5.6359  13.9766  0.0004  -0.0026  0.0034
Si  -2.878  14.477  19.2411  -0.0021  -0.0038  0
Si  5.7851  3.5254  17.1753  -0.001  0.0006  -0.0034
Si  8.5697  6.4922  19.3869  -0.0028  0.0032  -0.0016
Si  -3.7462  -1.4055  22.869  0.0032  0.0038  0.0049
Si  -1.4516  7.1874  16.4803  0.0012  -0.0026  -0.0036
Si  7.6458  1.2263  17.5079  -0.0011  0.0015  -0.0009
As  2.9809  0.8245  20.5167  -0.0032  -0.0001  -0.0129
Si  12.1318  4.237  10.787  -0.001  0.0034  -0.0041
Si  5.4376  10.4956  18.7767  0.0009  0.0002  -0.0077
Si  10.0362  10.5413  22.2198  0.0001  0.0024  0.0104
Si  -0.6713  -3.0075  12.2086  0.0023  0.0004  -0.0016
Si  1.1626  -0.9388  18.2869  -0.0075  -0.0022  -0.0016
Si  2.5228  8.1472  9.3821  -0.001  0.004  -0.0057
Si  -3.1453  3.6711  12.6175  0.0027  0.0039  -0.002
Si  -0.1226  6.6571  9.7917  0.0056  -0.0022  -0.0065
Si  0.7823  3.7958  22.7151  -0.0068  0.0017  0.0033
Si  -7.4799  1.3369  14.3181  -0.0013  0.0031  0.0029
Si  12.1122  6.0991  15.5132  0.0015  0.0006  0.0004
Si  0.8882  2.2393  13.2028  -0.001  0.0034  0.0034
Si  3.5741  -0.9631  16.3902  0.0013  -0.0014  -0.0018
O  2.2352  -1.4455  17.1742  -0.0021  0.0017  0.0015
O  -1.9907  -6.0361  19.3872  -0.0015  -0.006  0.0028
O  4.6075  -0.225  17.3947  0.0014  -0.0008  0.0042
O  -2.0929  6.1776  15.3476  -0.0011  0.0004  0.0005
O  0.6625  3.2403  11.9483  0  -0.0035  0.003
O  1.2723  -4.0165  20.7903  -0.0082  0.0048  0.0006
O  1.3243  7.0668  9.1598  0.0002  0.0056  0.0032
O  -6.0751  2.8424  11.4894  0.0021  -0.0004  -0.0014
O  9.3054  -4.1481  12.8489  -0.0009  0  -0.002
O  5.0994  -4.3613  14.5539  0  0.0007  -0.0013
O  2.4115  1.6438  13.0987  0.0017  -0.0007  -0.0012
O  4.1745  4.4496  13.4255  0.0011  -0.001  0.0004
O  -4.0103  0.2118  18.5833  -0.001  -0.0001  0.0016
O  3.3321  2.5835  15.3669  0.0019  0.0008  0.0007
O  4.3539  8.6973  15.7642  -0.0004  0.0023  0.0005
O  5.7888  4.3844  15.7732  0.0011  -0.0025  0.002
O  2.3776  7.1014  15.1345  -0.0007  0.001  -0.001
O  8.6957  -0.8287  23.0333  0.0034  0.0008  -0.0034
O  -5.7556  16.4176  11.1073  -0.0081  0.0017  -0.0189
O  1.9695  4.8054  16.0555  0.0004  -0.0005  0.0002
O  6.6838  4.0432  18.4764  0.0019  0.0018  0.0026
O  1.1577  4.2686  21.2196  0.0034  0.006  -0.0034
O  4.2816  3.548  17.7735  0.0015  0.0017  0.0018
O  6.9281  1.7265  9.4752  -0.0031  -0.0014  -0.0014
O  0.9132  -3.3213  12.5635  -0.0025  -0.0012  0.0001
O  -0.6453  3.073  22.4922  -0.003  -0.0029  0.0013
O  6.4461  2.0744  16.7655  0.0011  0.0003  0.003
O  -0.8179  7.9103  10.58  -0.0028  0.0033  0.0048
O  -8.476  4.9624  19.1351  0  -0.0013  -0.0007
O  20.5781  7.2762  20.3205  0.0058  0.0033  0.0005
O  5.6896  0.3608  11.2512  0.0006  0.0034  0.0066
O  8.6654  6.9853  17.8517  -0.0027  0.0007  0.0028
O  -2.8919  2.9747  20.7935  0.0003  0.0036  -0.0024
O  9.1227  4.1397  13.4729  0.0018  0.0007  -0.0001
O  -9.1667  2.785  17.5027  0.0004  0.0002  0.0045
O  -0.2266  12.0218  12.8923  -0.0015  -0.0039  -0.0012
O  -1.0657  -1.5105  12.7426  -0.0026  -0.0003  -0.001
O  0.6302  -2.2644  19.0527  0.0028  0.0007  0.0144
O  3.0329  2.4868  19.8746  0  0.0001  0.0066
O  1.8576  11.0727  19.2837  -0.0024  -0.0019  0.0021
O  2.6818  8.6938  10.8874  -0.0018  -0.0016  -0.0065
O  3.5377  -2.6553  13.2172  0.0014  -0.0006  0.0023
O  5.5869  8.8937  19.1156  -0.0005  -0.0004  0.0012
O  -11.1101  -0.3097  17.5908  0.0047  -0.0047  0.0032
O  8.5291  0.3791  16.4277  0.0006  -0.0017  0.0014
O  4.9407  7.6373  21.4043  0.0038  0.0012  -0.0026
O  2.7516  4.5541  11.1271  0.0036  -0.0019  0.0004
O  -4.2177  4.7631  13.2503  -0.0015  -0.0007  0.0003
O  -6.3109  11.2286  19.994  0.0006  -0.0008  0.0079
O  -0.1898  10.5719  15.0023  -0.0006  0.0011  -0.0005
O  7.0008  9.2149  21.2903  -0.0024  -0.0045  -0.0055
O  0.2517  -5.3588  14.2674  0.0007  0.0012  -0.0004
O  8.6161  13.2427  18.3037  0.001  0.0012  0.0032
O  8.2444  3.603  11.0279  -0.0019  0.0051  0.006
O  7.1315  2.1758  12.8136  -0.0013  -0.0011  0.0003
O  -0.1259  -1.6493  21.5015  0.0035  -0.0067  -0.0023
O  1.5127  -0.886  12.9556  -0.0042  0.0045  0.0014
O  0.1532  6.807  16.5897  0.0013  -0.0005  0.0005
O  0.1486  5.4877  10.8871  -0.0005  -0.0004  0.0015
O  0.7659  2.7647  14.7847  0.0016  0.0003  0.0003
O  7.0818  6.8422  19.9786  0.0026  -0.0027  0.0007
O  3.3547  5.6106  21.6238  -0.0028  -0.0012  -0.0012
O  -1.6331  8.7697  16.1429  0.001  0.0084  -0.0006
O  3.1105  0.0082  15.1758  0.0005  -0.0012  0.0002
O  -1.3764  0.8518  21.2678  0.0002  0.0031  -0.0005
O  -6.0131  1.1765  13.6619  0  0.0005  -0.0012
H  -6.1292  16.9587  10.3907  0.0075  -0.0049  0.0183

Results
free energy: -139968.130 eV
free energy less fixed offsets of As -4856.12, H -15.97, O -568.88, Si -635.61 eV per atom: 3.680 eV

The program warned: the cutoff lies below the one the program advises for these potential files; the forces do not sum to zero within the program's tolerance; the exchange-correlation potential is rough where the density is thin.
